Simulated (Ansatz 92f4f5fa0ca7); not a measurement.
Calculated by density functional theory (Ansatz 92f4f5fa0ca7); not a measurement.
Periodic cell of 351 atoms, Si241O110, from a study of silicon, its oxide and their interface. The atomic structure is a simulated model.
Doubt: the cutoff is far below the 930 eV that the study's wrapper takes by default for these files, so forces and energies are approximate.
This geometry differs little from another in the collection (a relaxation step or a small displacement).

Settings
functional: PBE
potential files: Ansatz PAW
basis: plane waves
wave-function cutoff: 580 eV
density cutoff ratio: 5
exchange-correlation grid ratio: 1
k mesh: 1 x 1 x 1, Gamma-centred
self-consistency stop: 5e-08 eV per atom in the density residual
occupations: fixed
spin: none
net charge: 0

Cell vectors (angstrom)
a 11.6015 0 0
b 0 13.3963 0
c 0 0 40.615

Atoms: element, x, y, z (angstrom)
Si 0 2.2327 1.1851
Si 3.8672 2.2327 1.1851
Si 7.7343 2.2327 1.1851
Si 1.9336 5.5818 1.1851
Si 5.8008 5.5818 1.1851
Si 9.6679 5.5818 1.1851
Si 0 8.9308 1.1851
Si 3.8672 8.9308 1.1851
Si 7.7343 8.9308 1.1851
Si 1.9336 12.2799 1.1851
Si 5.8008 12.2799 1.1851
Si 9.6679 12.2799 1.1851
Si 1.9336 1.1164 1.9745
Si 5.8008 1.1164 1.9745
Si 9.6679 1.1164 1.9745
Si 0 4.4654 1.9745
Si 3.8672 4.4654 1.9745
Si 7.7343 4.4654 1.9745
Si 1.9336 7.8145 1.9745
Si 5.8008 7.8145 1.9745
Si 9.6679 7.8145 1.9745
Si 0 11.1635 1.9745
Si 3.8672 11.1635 1.9745
Si 7.7343 11.1635 1.9745
Si 1.9336 1.1164 4.3426
Si 5.8008 1.1164 4.3426
Si 9.6679 1.1164 4.3426
Si 0 4.4654 4.3426
Si 3.8672 4.4654 4.3426
Si 7.7343 4.4654 4.3426
Si 1.9336 7.8145 4.3426
Si 5.8008 7.8145 4.3426
Si 9.6679 7.8145 4.3426
Si 0 11.1635 4.3426
Si 3.8672 11.1635 4.3426
Si 7.7343 11.1635 4.3426
Si 0 0 36.2744
Si 3.8672 0 36.2744
Si 7.7343 0 36.2744
Si 1.9336 3.3491 36.2744
Si 5.8008 3.3491 36.2744
Si 9.6679 3.3491 36.2744
Si 0 6.6981 36.2744
Si 3.8672 6.6981 36.2744
Si 7.7343 6.6981 36.2744
Si 1.9336 10.0472 36.2744
Si 5.8008 10.0472 36.2744
Si 9.6679 10.0472 36.2744
Si 0 0 38.6426
Si 3.8672 0 38.6426
Si 7.7343 0 38.6426
Si 1.9336 3.3491 38.6426
Si 5.8008 3.3491 38.6426
Si 9.6679 3.3491 38.6426
Si 0 6.6981 38.6426
Si 3.8672 6.6981 38.6426
Si 7.7343 6.6981 38.6426
Si 1.9336 10.0472 38.6426
Si 5.8008 10.0472 38.6426
Si 9.6679 10.0472 38.6426
Si 0 2.2327 39.4319
Si 3.8672 2.2327 39.4319
Si 7.7343 2.2327 39.4319
Si 1.9336 5.5818 39.4319
Si 5.8008 5.5818 39.4319
Si 9.6679 5.5818 39.4319
Si 0 8.9308 39.4319
Si 3.8672 8.9308 39.4319
Si 7.7343 8.9308 39.4319
Si 1.9336 12.2799 39.4319
Si 5.8008 12.2799 39.4319
Si 9.6679 12.2799 39.4319
Si 0.1674 0.0368 28.9773
Si 3.9684 0.2539 29.3049
Si 7.7989 0.1666 29.2564
Si 2.1146 3.3151 29.2853
Si 5.9209 3.4048 29.495
Si 9.641 3.2641 29.2102
Si -0.1235 6.5719 29.0646
Si 3.7541 6.8963 29.199
Si 7.5921 6.6708 29.0596
Si 2.3644 10.3715 28.9648
Si 5.8085 10.125 29.2778
Si 9.514 10.0586 28.8716
Si 0.0706 2.2396 29.8672
Si 3.9804 2.3478 30.2963
Si 7.8084 2.2695 30.2483
Si 1.8913 5.6073 29.901
Si 5.6863 5.6871 29.9907
Si 9.5439 5.5313 29.8552
Si -0.2546 8.8307 29.7152
Si 3.9153 9.0454 30.094
Si 7.7104 8.9158 29.8685
Si 2.0571 12.4478 29.9804
Si 5.8695 12.3909 29.9696
Si 9.7559 12.309 29.728
Si 0.0259 2.2216 32.2684
Si 3.9113 2.2549 32.5801
Si 7.7867 2.2323 32.5408
Si 1.9098 5.5802 32.2875
Si 5.772 5.6227 32.3567
Si 9.6365 5.5788 32.254
Si -0.0389 8.9323 32.1572
Si 3.8457 8.9643 32.4209
Si 7.7367 8.9272 32.2656
Si 1.9579 12.302 32.3354
Si 5.8204 12.3039 32.3354
Si 9.7147 12.2697 32.171
Si 1.931 1.1223 33.1563
Si 5.8438 1.0973 33.2288
Si 9.7354 1.0702 33.1199
Si -0.0241 4.4604 33.0669
Si 3.847 4.523 33.1769
Si 7.7232 4.5075 33.1476
Si 1.8808 7.8211 33.0697
Si 5.8042 7.8457 33.1377
Si 9.6663 7.8145 33.0613
Si 0.0088 11.1484 33.0444
Si 3.8834 11.2013 33.149
Si 7.7752 11.171 33.0475
Si 1.9248 1.1154 35.5074
Si 5.8067 1.1076 35.5509
Si 9.6833 1.1019 35.4867
Si -0.0046 4.4643 35.4573
Si 3.862 4.481 35.5202
Si 7.7336 4.4784 35.5026
Si 1.9201 7.8144 35.4586
Si 5.8061 7.8182 35.4977
Si 9.6699 7.8123 35.4552
Si -0.0008 11.1577 35.4452
Si 3.8685 11.17 35.5034
Si 7.7436 11.1626 35.447
Si 0.009 0.0073 5.1256
Si 3.8645 0.0088 5.1382
Si 7.7261 0.0028 5.1129
Si 1.9346 3.3366 5.1265
Si 5.8003 3.3451 5.147
Si 9.6656 3.3479 5.1341
Si -0.007 6.7025 5.1008
Si 3.8715 6.6925 5.0958
Si 7.7302 6.6985 5.1153
Si 1.9301 10.047 5.1418
Si 5.8014 10.0518 5.1254
Si 9.6724 10.0368 5.1252
Si 0.0212 0.0112 7.4876
Si 3.8531 0.0209 7.5101
Si 7.7093 -0.0059 7.4659
Si 1.9285 3.3084 7.4909
Si 5.798 3.3251 7.5267
Si 9.6528 3.3409 7.5032
Si -0.0299 6.6984 7.4455
Si 3.8722 6.6649 7.4377
Si 7.7091 6.6963 7.47
Si 1.9292 10.0323 7.5165
Si 5.7966 10.0533 7.4868
Si 9.6814 10.0078 7.488
Si -0.0196 2.2402 8.322
Si 3.8623 2.2409 8.3753
Si 7.7363 2.201 8.3135
Si 1.9071 5.5635 8.132
Si 5.7934 5.5658 8.2786
Si 9.6397 5.5927 8.2437
Si 0.008 8.8878 8.3309
Si 3.8789 8.8825 8.2169
Si 7.7233 8.9219 8.2662
Si 1.9439 12.2744 8.3107
Si 5.7707 12.292 8.2849
Si 9.6692 12.2724 8.139
Si -0.052 2.2556 10.7123
Si 3.846 2.257 10.7931
Si 7.7487 2.1414 10.6965
Si 1.8666 5.5309 10.4431
Si 5.7837 5.5361 10.6515
Si 9.5906 5.6111 10.5986
Si 0.0264 8.8275 10.7319
Si 3.8993 8.7963 10.5575
Si 7.7132 8.9265 10.6304
Si 1.9502 12.2528 10.6906
Si 5.7265 12.2841 10.6576
Si 9.676 12.2319 10.4479
Si 1.8728 1.1259 11.4647
Si 5.7913 1.1082 11.5387
Si 9.6947 0.9684 11.443
Si -0.0696 4.5591 11.3816
Si 3.7637 4.5589 11.4084
Si 7.7263 4.3986 11.396
Si 2.0104 7.6612 11.3878
Si 5.839 7.7493 11.4736
Si 9.6028 7.8185 11.4924
Si -0.0249 11.1109 11.2816
Si 3.8616 10.9818 11.3723
Si 7.7224 11.2028 11.2473
O 9.7991 0.6983 13.0777
O 11.5127 4.9303 12.9987
O 1.7017 1.2185 13.1329
O -3.727 24.7666 12.88
O 3.5547 4.9464 13.028
O 5.9332 1.1184 13.2097
O 7.8669 17.8168 13.0521
O 11.4518 11.2145 12.918
O 5.8942 7.721 13.1412
O 9.3772 7.8432 13.1478
O 3.9425 -2.8674 12.9928
O 2.2701 7.3614 13.0222
O 11.476 6.4737 27.3893
O 3.8886 0.637 27.6708
O 6.2075 3.1513 27.8637
O 28.8467 23.4493 27.6269
O 47.3692 63.1232 28.8525
O 2.5335 2.9727 27.7083
O 2.852 10.6273 27.4226
O 7.3209 6.5402 27.4073
O 3.5627 7.2312 27.5453
O 0.4765 13.4402 27.3311
O 9.3989 9.9541 27.1799
O 9.2952 2.969 27.589
Si 2.156 2.4154 19.0846
Si 10.0537 4.0387 18.944
Si 9.6146 0.2297 14.63
Si 2.9401 10.9111 25.8331
Si 7.3601 11.6707 14.3839
Si 7.5565 9.0776 16.134
Si 2.6572 0.8042 14.3792
Si 8.1218 7.5565 23.423
Si 2.3104 0.0171 17.1511
Si 1.2103 5.2792 18.8716
Si 5.4483 1.8259 14.6104
Si 3.6127 6.4179 23.3791
Si 5.483 3.7972 26.5641
Si 4.1772 11.4191 14.3364
Si 7.1463 15.2923 21.6754
Si 3.3434 1.9009 26.7725
Si 7.2125 4.3201 19.9223
Si 5.7039 7.1453 14.666
Si 5.5298 0.1261 17.2212
Si 11.2871 10.9743 14.4998
Si 1.197 13.5325 25.8578
Si 5.3192 2.1354 19.5131
Si 12.879 5.3126 21.9347
Si 7.6009 13.3925 26.9314
Si 2.9119 6.1529 13.9495
Si 11.2572 7.0278 23.6354
Si 6.7378 10.938 18.4102
Si 9.8527 3.1673 15.9731
Si 7.255 4.3826 14.5606
Si 9.9489 8.0316 14.6747
Si 8.3333 12.4248 20.8301
Si -0.5822 11.5011 21.3558
Si 0.0139 2.6982 21.2727
Si 8.7698 10.8572 25.9515
Si 0.3957 5.4564 26.2201
Si 10.9017 13.7731 23.3694
Si 2.1583 8.1401 18.4097
Si 7.5953 5.8267 25.9623
Si 8.9425 10.4316 22.996
Si 5.8627 11.0364 26.3519
Si 6.0002 6.7739 21.3635
Si 3.4899 6.0272 26.4422
Si 1.8257 8.9373 23.6598
Si 9.761 3.6855 26.1964
Si 2.1496 10.5924 16.3931
Si 4.5301 9.1533 19.8069
Si 13.3613 9.9111 20.7531
Si 0.093 5.3389 14.5659
Si 8.3853 14.9595 24.4375
O 4.1189 6.7571 14.8847
O 5.9791 1.019 15.9311
O 5.4723 8.1982 20.7476
O 1.874 11.8548 17.4206
O 11.1749 5.2332 18.8308
O 5.7459 11.7966 14.4876
O 11.5384 5.8827 24.7346
O 7.556 14.5546 25.7813
O 1.694 6.611 18.0445
O 6.2252 3.3987 18.9983
O 2.4443 9.6605 24.9489
O 11.37 3.9502 26.3867
O 3.761 8.159 18.754
O 9.5336 10.7458 24.511
O 9.9774 3.1366 17.5948
O 8.0991 13.0446 14.8748
O 11.4192 12.4122 22.6528
O 11.6834 13.9168 24.7659
O 3.3878 12.7996 14.0044
O 5.6055 1.8138 21.1021
O 10.9424 6.7543 14.9461
O 6.3072 12.0836 17.3096
O 10.4573 3.0336 20.1716
O 1.7656 1.0641 18.258
O 1.9047 9.1713 17.1561
O 7.4767 6.9794 24.8126
O 7.9244 13.9972 21.0229
O 11.105 4.0751 15.4196
O 2.9101 7.8526 23.1105
O 9.6878 7.1988 23.4084
O 8.8506 12.3979 26.4964
O 10.2262 10.1833 21.9866
O 7.5212 9.6924 17.6623
O 5.4106 10.28 19.0637
O 8.4554 3.9108 15.5537
O 3.3839 10.0649 20.573
O 11.9928 8.3671 24.1792
O 12.9482 8.6675 19.7513
O 7.4191 6.8921 22.1335
O 6.1815 12.568 26.8137
O 10.6028 9.5225 14.7923
O 4.0429 6.3783 24.9539
O 9.8824 1.5918 15.5034
O 0.3566 4.004 22.1765
O 10.577 12.3505 15.059
O 1.3855 2.2555 20.5083
O 6.3064 19.0402 20.2352
O 4.5486 2.627 25.9075
O 3.8124 1.9368 14.62
O 12.311 11.1372 20.415
O 8.069 11.6214 22.2566
O 11.9392 6.6134 22.2158
O 9.3704 2.799 24.8865
O 2.2846 1.334 25.7013
O 13.1178 9.839 22.3585
O 1.9667 12.1545 25.4687
O 8.7758 8.0177 15.8287
O 6.6661 5.8516 14.9372
O 7.8381 10.3747 15.2108
O 1.7539 0.5863 15.7146
O 6.1536 8.3123 15.7335
O 7.6769 3.3793 21.1954
O 1.7465 3.8194 18.3164
O 7.9567 22.5512 23.1909
O 4.4745 4.939 27.1301
O 9.3174 13.7859 23.787
O 2.0087 5.3998 26.293
O 14.1478 5.2504 22.9664
O 9.9351 12.3501 20.4635
O 4.5214 11.1025 25.4366
O 7.2035 10.4751 25.6036
O 3.754 2.4542 19.3218
O 7.2695 15.3212 23.2991
O 6.0165 3.3387 14.6672
O 8.5992 4.7494 19.182
O 5.8197 0.8677 18.6315
O 1.6975 5.5468 14.8711
O -0.4886 14.9757 22.3066
O 3.6452 10.6723 15.6957
O 13.4035 5.4237 20.395
O 4.9115 6.2344 22.4429
O 6.5658 4.5705 25.6168
O 1.1561 10.8062 15.1433
O 7.5748 11.6699 19.5991
O 9.0805 5.164 26.0159
O 3.9279 -0.0503 17.0909

Results
free energy: -215763.679 eV
free energy less fixed offsets of O -568.88, Si -635.61 eV per atom: -4.869 eV

Forces (eV/angstrom), in the order of the atoms: element, x, y, z
Si 0.0049 -0.0058 0.003
Si -0.0068 0.0111 -0.0261
Si -0.0023 -0.0003 0.011
Si 0.0028 0.0087 0.0191
Si -0.0075 0.0156 0.0141
Si 0.0031 0.0101 0.0089
Si -0.0076 -0.0073 0.0101
Si 0.0091 0.0082 0.007
Si 0.0075 0.005 -0.0207
Si 0.0004 0.0012 -0.0117
Si 0.0048 0.0117 0.0204
Si 0.0012 -0.0152 -0.0015
Si 0.0179 -0.0199 0.001
Si -0.0294 0.0086 -0.0024
Si 0.0075 -0.0105 -0.0111
Si -0.002 -0.0299 -0.0127
Si 0.0086 -0.0614 -0.0087
Si -0.0111 -0.0279 -0.0117
Si -0.0008 0.0117 -0.0126
Si 0.0102 0.018 -0.0056
Si -0.0305 -0.0076 -0.003
Si 0.006 0.0038 -0.0003
Si -0.024 0.0064 -0.0013
Si 0.0201 -0.022 -0.0031
Si 0.0497 -0.0191 -0.2019
Si -0.0856 0.0559 -0.0822
Si 0.0147 0.0141 0.004
Si -0.0045 -0.069 0.0202
Si 0.0256 -0.1364 -0.0449
Si -0.0438 -0.0501 0.0263
Si -0.0025 0.0628 -0.0626
Si 0.0268 0.0646 -0.1455
Si -0.079 0.0005 -0.225
Si 0.0223 0.0037 0.0233
Si -0.0477 0.0495 0.0868
Si 0.037 -0.0322 -0.0191
Si 0.0129 -0.1907 0.1233
Si -0.1002 -0.0154 0.2328
Si 0.2035 -0.1762 0.0901
Si -0.117 0.0533 0.0052
Si 0.0074 0.0962 0.0896
Si 0.0455 -0.0385 -0.1344
Si -0.0522 -0.0297 -0.1243
Si -0.0876 0.1892 0.0326
Si 0.0883 0.1126 0.0786
Si -0.0895 -0.0192 -0.1376
Si 0.1211 0.0803 -0.0596
Si 0.0318 -0.0146 -0.1971
Si 0.0099 -0.0664 -0.0061
Si -0.0382 0.0117 0.0028
Si 0.0687 -0.052 0.0048
Si -0.0356 0.0211 0.0054
Si -0.006 0.0362 0.0092
Si 0.0126 -0.011 0.0057
Si -0.0153 -0.0082 0.0027
Si -0.0263 0.0881 0.0102
Si 0.0282 0.0502 -0.0001
Si -0.0213 0.0009 0
Si 0.0467 0.0407 0.0033
Si 0.0023 0.002 0.0003
Si 0.0019 -0.0003 -0.0122
Si 0.0052 -0.0153 0.0014
Si 0 -0.004 -0.021
Si 0.002 -0.0091 -0.0125
Si 0.006 -0.015 -0.0195
Si -0.0055 -0.0017 -0.0089
Si 0.0021 0.0048 -0.0153
Si -0.007 -0.0159 -0.0063
Si -0.0061 -0.0097 0.0103
Si -0.003 0.0106 0.0209
Si -0.0055 -0.0048 -0.0092
Si 0.0011 0.0204 0.0202
Si -0.0102 -0.003 0.0364
Si -0.0013 -0.0159 0.038
Si -0.0004 0.0053 -0.0088
Si -0.0158 0.007 0.0318
Si -0.0042 0.0105 0.0267
Si 0.0054 0.0033 0.0261
Si 0.0004 0.008 0.0275
Si 0.0065 -0.0092 0.0245
Si 0.0062 0.0041 0.037
Si -0.0188 -0.012 0.0051
Si -0.0043 0.0017 0.0304
Si 0.0097 -0.0047 0.0341
Si 0.0006 -0.0046 0.0026
Si -0.0032 -0.0024 0.0098
Si -0.0025 0.0076 -0.0002
Si -0.0053 0.0023 0.0013
Si 0.0034 -0.0046 0.0029
Si 0.0042 -0.001 0.0032
Si 0.0015 0.0033 0.0029
Si -0.0026 -0.0088 -0.0032
Si 0.0007 0.0033 -0.0057
Si -0.0037 0.0069 -0.0025
Si -0.0004 0.0026 0.0065
Si -0.0034 -0.0106 0.0011
Si -0.0008 0.0037 0.0049
Si -0.0014 0.0027 0.001
Si -0.0014 -0.0003 -0.0012
Si 0.0004 0.003 0.0076
Si 0.0033 0.0023 0
Si 0.0006 0.0017 0.0079
Si 0.0012 -0.0019 0.0109
Si 0.0041 -0.0004 -0.0022
Si 0.002 -0.0006 -0.001
Si 0.0015 0.0016 0.0029
Si -0.0019 0.0002 0.0066
Si 0.0033 -0.0019 0.0089
Si -0.0021 0.0001 0.0054
Si -0.0002 0.0019 0.004
Si -0.0015 0.0009 0.0065
Si -0.0012 -0.0007 0.0064
Si 0.0005 0.0004 0.0079
Si -0.0039 -0.0043 0.0046
Si 0.0013 0.0004 0.0085
Si -0.0021 0.0025 0.0051
Si 0.0001 0.0007 0.0053
Si 0.0008 0.0043 0.0072
Si 0.0003 -0.0016 0.0041
Si -0.0006 0.0015 0.0078
Si 0.0006 -0.0007 0.0055
Si 0.0001 0.0008 0.0035
Si 0.0007 -0.0008 0.0041
Si 0.0001 0.0001 0.0067
Si 0.0003 -0.0007 0.0053
Si 0.0002 -0.0008 0.0048
Si -0.0006 0.002 0.005
Si 0.0007 0.0009 0.0037
Si 0.001 -0.0006 0.0067
Si 0.0003 -0.0022 0.0054
Si -0.0004 -0.0008 0.0015
Si 0.0003 -0.0001 0.0059
Si -0.0005 -0.0023 -0.0006
Si 0.0019 -0.0008 -0.0053
Si 0.0009 -0.0017 -0.0003
Si 0.0024 0.0028 -0.0016
Si -0.0026 -0.0002 -0.0029
Si 0.0002 -0.0005 -0.0025
Si 0.0019 -0.0004 -0.0025
Si 0.0007 0.0016 0.0005
Si -0.0009 0.0003 -0.0017
Si -0.0002 0.0009 -0.0025
Si 0.0001 0 -0.0017
Si -0.0002 0.0024 -0.0003
Si -0.0004 -0.0002 0.0009
Si -0.0032 -0.0002 -0.0025
Si 0.0012 -0.0013 0.0021
Si -0.0031 -0.0016 -0.0012
Si 0.0022 -0.0011 -0.0008
Si -0.0003 0.0001 -0.0015
Si -0.0004 -0.001 0.0029
Si -0.002 0.0003 0.0031
Si -0.0001 -0.0015 -0.0005
Si 0.0001 -0.0029 -0.0004
Si 0.001 -0.0012 -0.002
Si -0.0013 -0.0003 -0.0022
Si 0.0002 0.0001 0.0015
Si -0.0006 0.0004 -0.0082
Si -0.0016 -0.0001 0.0014
Si 0.0018 -0.0012 0.0007
Si 0.0002 -0.0013 0.0018
Si -0.0007 -0.0004 0.0055
Si -0.0004 0.0005 -0.002
Si -0.0017 0.0012 0.0049
Si -0.0011 -0.0004 0.0023
Si 0.0018 0.0014 -0.0009
Si 0.0035 -0.0013 -0.0006
Si 0.0014 -0.0008 0.0054
Si -0.0012 -0.0037 0.0122
Si 0.0034 -0.003 0.0008
Si -0.0035 0.0045 0.0093
Si 0.0028 -0.0014 -0.0001
Si -0.0031 0.0059 0.0055
Si 0.0055 -0.0038 0.0107
Si -0.0061 -0.0037 0.0121
Si -0.0001 0.0084 0.005
Si -0.0002 -0.0069 0.0151
Si -0.0015 -0.0006 0.0016
Si -0.0021 -0.0002 0.0012
Si -0.0039 0.0064 0.0137
Si 0.0054 -0.0063 -0.0264
Si -0.0008 0.0055 -0.0327
Si -0.0027 0.0129 -0.0264
Si 0.0027 -0.0132 -0.0354
Si 0.0035 -0.0084 -0.0416
Si -0.0013 -0.0052 -0.038
Si -0.007 0.0141 -0.0295
Si -0.0041 0.0041 -0.042
Si 0.0062 -0.0067 -0.0368
Si 0.0112 0.0106 0.0294
Si -0.0053 0.0138 -0.0163
Si 0.0025 -0.0067 -0.0215
O 0.0016 -0.0096 0.0273
O 0.0014 0.0119 0.0429
O -0.0086 0.0058 0.0323
O 0.0003 -0.0005 0.0121
O -0.0106 0.0209 0.0331
O 0.0012 -0.0007 0.0281
O 0.0037 0.0008 0.0373
O 0.0038 -0.0149 0.0425
O -0.0032 -0.0061 0.0338
O 0.0028 -0.0011 0.0493
O 0.0027 -0.0121 0.0257
O 0.0072 -0.0155 0.0283
O -0.0023 0.003 -0.0162
O -0.0085 0.0077 -0.0117
O 0.0092 -0.0075 -0.0013
O -0.0046 -0.0084 -0.0071
O 0.0186 0.0097 -0.0088
O 0.0127 -0.0112 -0.0134
O -0.0076 -0.0059 0.0036
O -0.0037 -0.0042 -0.0244
O -0.0058 0.0149 -0.0092
O 0.0159 -0.0008 -0.0294
O 0 -0.0082 -0.0211
O -0.0042 -0.0079 -0.0108
Si 0.0055 0.0022 0.0099
Si -0.0048 0.0133 0.0139
Si 0.0025 -0.0147 -0.0261
Si 0.0196 0.0126 0.0042
Si -0.0134 0.0139 -0.0212
Si -0.0038 0.0066 -0.0157
Si 0.018 -0.0021 -0.0242
Si -0.0218 -0.0124 0.0122
Si 0.001 0.011 -0.0173
Si 0.0001 0.0032 -0.009
Si -0.0132 0.0031 -0.0021
Si 0.0203 -0.0145 0.033
Si -0.0169 -0.0003 -0.0141
Si 0.0019 0.0091 -0.0272
Si 0.005 0.0067 -0.0033
Si 0.0092 0.0179 -0.02
Si -0.0057 -0.0009 0.0094
Si -0.0104 -0.009 -0.0215
Si 0.0025 0.0119 -0.0054
Si 0.0044 -0.0198 -0.0643
Si 0.015 0.0101 0.011
Si 0.0092 0.0123 0.0069
Si 0.0087 -0.0037 0.0049
Si -0.001 -0.0061 -0.0085
Si 0.0007 -0.0003 0.0075
Si 0.0136 -0.0206 0.0143
Si -0.0107 0.0125 0.0116
Si -0.0051 -0.0001 -0.0053
Si -0.0153 -0.0021 -0.0113
Si 0.009 0.0191 -0.0292
Si 0.0041 0.0056 0.0134
Si -0.0105 0.0063 0.0023
Si -0.0036 -0.009 0.007
Si -0.0136 -0.0001 0.0086
Si 0.0272 -0.0142 0.0108
Si -0.0021 0.0009 0.0025
Si 0.003 -0.0048 0.0103
Si -0.0201 -0.0103 0.0018
Si 0.0013 0.012 0.0133
Si -0.0014 0.0037 0.0046
Si -0.0079 0.0002 -0.0004
Si -0.0046 -0.0213 -0.0024
Si 0.005 -0.0014 -0.0041
Si 0.001 0.0117 -0.0019
Si 0.0263 0.0045 -0.0251
Si 0.0005 0.0017 0.0095
Si 0.0054 0.0041 0.0014
Si 0.0112 0.0168 -0.0129
Si -0.0035 0.022 -0.0001
O 0.0167 0.0034 0.007
O 0.0084 -0.0094 0.0123
O 0.0025 -0.0019 0.0026
O -0.0045 -0.0025 0.015
O -0.0025 -0.0062 0.0028
O 0.0141 -0.0052 0.0108
O -0.0096 0.0161 -0.0162
O 0.0046 -0.0083 0.0098
O -0.0001 0.0018 0.0018
O -0.003 -0.009 0.0046
O 0.0036 0.0153 0.0067
O -0.0073 0.0011 -0.0049
O -0.0018 0.0006 -0.0016
O 0.0059 0.0026 -0.0122
O -0.0018 -0.0008 0.0026
O 0.0044 -0.0012 0.0133
O 0.0022 -0.0044 -0.0025
O 0.0035 0.002 -0.0025
O -0.0027 0.0033 0.0198
O -0.0046 -0.0033 0.0009
O -0.0033 -0.0012 0.0073
O 0.0023 -0.0052 0.0077
O 0.0025 0.0009 -0.005
O 0.0005 -0.0022 0.0048
O -0.0009 0.0048 0.0042
O 0.007 0.01 -0.0076
O -0.0011 -0.0049 0.0031
O -0.0105 -0.0052 0.0026
O -0.0089 0.0104 -0.0008
O 0.0099 0.0059 0.0036
O -0.0019 0.0029 0.0014
O 0.0089 -0.0072 -0.0013
O 0.0014 -0.0115 0.0007
O 0.012 -0.0023 -0.0033
O 0.016 -0.0104 0.0073
O 0.0012 -0.0005 0.0028
O -0.0036 0.0023 -0.0002
O -0.0031 -0.0031 -0.0045
O 0.0085 0.0002 0.007
O 0.009 -0.0025 -0.0028
O 0.0158 0.0134 -0.0041
O -0.0034 0.0029 -0.0135
O -0.0017 0.0175 0.0129
O 0 0.0041 0.0016
O 0.0017 0.0014 0.011
O -0.0006 0.0021 -0.0025
O 0.002 0.0013 0.0072
O 0.0003 -0.0006 0.0098
O 0.004 -0.0076 0.0101
O -0.0012 0.0048 0.0025
O 0.0007 -0.0023 -0.006
O -0.0015 0.005 0.0052
O -0.0083 -0.0215 -0.0078
O -0.0145 -0.0186 -0.0043
O 0.0008 -0.0048 0.0114
O -0.0008 -0.0043 -0.0006
O -0.0027 0.0042 0.0121
O -0.0041 0.0027 0.0114
O -0.0045 -0.008 0.0162
O -0.0061 -0.0059 0.0132
O 0.0162 0.0069 0.0212
O 0.0012 0.0003 -0.0015
O 0.0022 -0.0031 0.007
O 0.0046 -0.0013 0.0036
O 0.0068 0.0021 0.0065
O 0.0019 0.0007 0.0072
O -0.0042 0.0107 0.0019
O -0.0127 0.0005 -0.0026
O 0.002 -0.0048 0.0077
O -0.0223 0.0017 -0.0007
O 0.0057 0.0059 0.0041
O -0.0055 -0.005 -0.0016
O 0.0019 -0.0038 0.008
O 0.0139 0.0074 0.0132
O 0.0147 -0.0047 -0.0071
O -0.0011 -0.0027 0.0017
O -0.0177 -0.0039 0.003
O 0.0033 0.0013 -0.0004
O -0.0185 -0.007 0.0212
O -0.0066 0.0008 0.007
O 0.0005 0.0022 -0.0055
O 0.0165 0.0151 0.008
O -0.0501 -0.0077 -0.0012
O -0.0012 -0.0057 -0.0031
O -0.0059 -0.0046 0.002
O -0.0037 -0.0028 0.0092

The program warned: the cutoff lies below the one the program advises for these potential files; the forces do not sum to zero within the program's tolerance; the exchange-correlation potential is rough where the density is thin.
